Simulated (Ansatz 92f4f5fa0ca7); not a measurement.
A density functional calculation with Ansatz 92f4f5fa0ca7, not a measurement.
Periodic cell of 231 atoms, Si140O85As6, from a study of silicon, its oxide and their interface. The atomic structure is a simulated model.
Doubt: the cutoff is low for norm-conserving oxygen, so forces and energies are approximate.
Doubt: the program's own warning below bears on the result.
This geometry differs little from another in the collection (a relaxation step or a small displacement).

Settings
functional: HSE06
potential files: SPMS norm-conserving
basis: plane waves
wave-function cutoff: 800 eV
density cutoff ratio: 4
exchange-correlation grid ratio: 1
k mesh: 1 x 1 x 1, Gamma-centred
occupations: fixed
spin: none
net charge: 0

Cell vectors (angstrom)
a, 11.6015, 0, 0
b, 0, 10.938, 0
c, 0, 0, 32.8271

Atoms: element, x, y, z (angstrom)
Si, 0.0156, -0.0225, 24.3626
Si, 3.9681, -0.0674, 24.195
Si, 7.8943, -0.0209, 24.3176
As, 1.9932, 1.3059, 23.9895
As, 5.8958, 1.3582, 23.9646
Si, 9.7481, 1.3949, 24.4364
Si, 0.2451, 5.7248, 23.9036
Si, 4.0728, 5.4869, 24.1847
Si, 7.9175, 5.5745, 23.9397
As, 2.2042, 7.0458, 23.9872
Si, 5.9492, 6.9525, 24.065
Si, 9.8394, 6.8687, 24.3068
Si, 2.0016, 2.6513, 25.9947
Si, 5.9029, 2.6581, 26.0031
Si, 9.7547, 2.9246, 26.1199
Si, 0.1579, 4.1538, 25.8467
Si, 3.9572, 4.0221, 26.0393
Si, 7.7575, 4.1523, 25.9252
Si, 2.0664, 8.1295, 26.1175
Si, 5.8988, 8.1605, 26.1105
Si, 9.7556, 8.1897, 26.2275
Si, 0.1228, 9.4775, 26.1831
Si, 3.9681, 9.5214, 26.1145
Si, 7.8039, 9.5157, 26.1758
Si, 0.0639, 0.0222, 28.0178
Si, 3.9249, 0.0091, 28
Si, 7.795, 0.0321, 28.0222
Si, 1.9898, 1.377, 27.9891
Si, 5.8599, 1.3734, 27.9893
Si, 9.7307, 1.4113, 27.981
Si, 0.0833, 5.432, 27.9234
Si, 3.9211, 5.4101, 27.9839
Si, 7.7569, 5.4411, 27.9553
Si, 2.003, 6.7859, 28.0262
Si, 5.8369, 6.794, 28.0171
Si, 9.7217, 6.7576, 28.0537
Si, 1.9336, 2.7345, 29.9279
Si, 5.8008, 2.7345, 29.9279
Si, 9.6679, 2.7345, 29.9279
Si, 0, 4.1018, 29.9279
Si, 3.8672, 4.1018, 29.9279
Si, 7.7343, 4.1018, 29.9279
Si, 1.9336, 8.2035, 29.9279
Si, 5.8008, 8.2035, 29.9279
Si, 9.6679, 8.2035, 29.9279
Si, 0, 9.5708, 29.9279
Si, 3.8672, 9.5708, 29.9279
Si, 7.7343, 9.5708, 29.9279
Si, 0, 0, 31.8615
Si, 3.8672, 0, 31.8615
Si, 7.7343, 0, 31.8615
Si, 1.9336, 1.3673, 31.8615
Si, 5.8008, 1.3673, 31.8615
Si, 9.6679, 1.3673, 31.8615
Si, 0, 5.469, 31.8615
Si, 3.8672, 5.469, 31.8615
Si, 7.7343, 5.469, 31.8615
Si, 1.9336, 6.8362, 31.8615
Si, 5.8008, 6.8362, 31.8615
Si, 9.6679, 6.8362, 31.8615
Si, 1.9336, 2.7345, 0.9679
Si, 5.8008, 2.7345, 0.9679
Si, 9.6679, 2.7345, 0.9679
Si, 0, 4.1018, 0.9679
Si, 3.8672, 4.1018, 0.9679
Si, 7.7343, 4.1018, 0.9679
Si, 1.9336, 8.2035, 0.9679
Si, 5.8008, 8.2035, 0.9679
Si, 9.6679, 8.2035, 0.9679
Si, 0, 9.5708, 0.9679
Si, 3.8672, 9.5708, 0.9679
Si, 7.7343, 9.5708, 0.9679
Si, -0.0537, -0.0288, 2.9768
Si, 3.7882, 0.0067, 2.8652
Si, 7.7203, 0.0186, 2.8717
Si, 1.8563, 1.3775, 2.9079
Si, 5.735, 1.3244, 2.8618
Si, 9.6538, 1.3643, 2.8993
Si, -0.0881, 5.4823, 2.9483
Si, 3.7781, 5.5019, 2.9007
Si, 7.6909, 5.5032, 2.8528
Si, 1.8298, 6.861, 2.9086
Si, 5.7353, 6.8095, 2.8151
Si, 9.621, 6.8932, 2.992
Si, 1.8128, 2.8337, 4.7857
Si, 5.6309, 2.7015, 4.7475
Si, 9.5676, 2.7255, 4.8315
Si, -0.1267, 4.1644, 4.9511
Si, 3.7712, 4.1467, 4.84
Si, 7.604, 3.976, 4.6273
Si, 1.8016, 8.2425, 4.83
Si, 5.7662, 8.2496, 4.6216
Si, 9.6122, 8.195, 5.0642
Si, -0.1043, 9.6651, 5.0741
Si, 3.7812, 9.5434, 4.7518
Si, 7.6838, 9.5851, 4.7813
Si, -0.1954, 0.3421, 7.0187
Si, 3.6457, 0.0297, 6.6076
Si, 7.3583, 0.0811, 6.6189
Si, 1.8426, 1.5401, 6.7229
As, 5.5378, 1.5578, 6.8283
Si, 9.309, 1.458, 6.835
Si, 0.0887, 5.4338, 7.0399
Si, 3.8806, 5.7047, 6.6305
Si, 7.6242, 5.3086, 6.4768
As, 1.8827, 7.03, 6.8545
As, 5.8869, 6.9712, 6.5459
Si, 9.4542, 6.6546, 7.0202
O, 12.222, 4.5232, 8.3341
O, 6.9435, 10.0279, 7.8629
O, 8.6597, 7.2163, 8.3937
O, 3.3414, 9.9926, 7.8951
O, 9.1147, 2.4102, 8.1848
O, 7.4822, 4.3827, 7.8349
O, 4.0736, 5.2472, 8.2114
O, -0.1908, 10.8679, 8.6414
O, 2.2035, 2.4644, 8.0563
O, 4.0267, 9.9566, 22.8296
O, 5.8241, 8.0385, 22.8095
O, 5.739, 9.9593, 20.8506
O, 4.2342, 4.4633, 22.8969
O, 9.7907, 7.8456, 23.0018
O, 0.2371, 5.4776, 22.2503
O, 8.1415, 4.9361, 22.4232
O, 11.1399, 10.1139, 22.988
O, 9.709, 2.0108, 22.913
Si, -0.657, 18.3565, 12.5203
Si, -0.0631, 5.6257, 20.6345
Si, 8.4353, 0.506, 11.2451
Si, 5.9143, -1.9254, 16.8054
Si, 8.384, 3.6352, 8.9431
Si, -10.1335, 7.05, 18.3691
Si, -3.6029, 10.8149, 15.833
Si, -0.2287, 0.7759, 10.0425
Si, -5.0202, 10.0351, 9.4372
Si, 12.8764, 2.9058, 20.4539
Si, -6.0715, 0.7943, 16.9533
Si, -3.8947, 3.2561, 11.8509
Si, 9.7926, 9.3478, 22.4859
Si, 1.4122, 9.5737, 11.4969
Si, 5.7009, 7.6778, 14.1972
Si, 4.9179, 9.0113, 21.8732
Si, 8.7103, 4.7228, 20.9105
Si, 14.6129, 4.7259, 11.542
Si, 4.8683, 3.7358, 16.6287
Si, 10.141, 2.0271, 21.3668
Si, 4.596, 6.2607, 9.3805
Si, 1.3675, 14.2515, 9.1627
Si, 1.5071, -4.9435, 13.8294
Si, 3.7108, 9.2965, 9.2968
Si, -6.2827, 15.4777, 13.5685
Si, 8.4023, 9.142, 13.2875
Si, 7.547, 18.0915, 9.6003
Si, 3.9359, 6.8082, 19.9847
Si, 1.4607, 9.7691, 16.6605
Si, 9.3818, 5.3774, 11.0154
Si, -5.3155, 10.1076, 19.3407
Si, 3.8032, 4.2363, 21.3592
Si, 1.9201, 4.5589, 16.5284
Si, 5.962, 4.7504, 19.3721
Si, 1.3156, 1.6851, 17.7053
Si, -2.1908, 10.2839, 19.817
Si, 10.6067, -10.8858, 17.2162
Si, 2.9244, -2.2131, 14.0564
O, -6.9603, 2.1266, 16.8058
O, 7.4933, 15.7517, 19.8563
O, -0.9411, 6.2059, 11.484
O, 9.6638, 0.7762, 20.4979
O, 1.7853, 5.3806, 12.3614
O, 4.1105, 7.761, 9.0849
O, 7.1116, 8.6346, 9.9982
O, 12.1818, 4.285, 19.9752
O, 9.5178, 4.6419, 9.5629
O, -1.684, 5.7385, 20.5202
O, 5.056, 3.843, 20.3957
O, -8.3935, 5.6386, 20.8307
O, 5.669, 7.7396, 15.8436
O, -0.2639, 12.3303, 17.703
O, 7.4665, 3.2526, 10.2283
O, 6.2039, 6.2596, 9.4356
O, -4.7578, 11.9451, 16.0018
O, 3.9787, 4.1254, 12.7211
O, -3.7257, -0.8031, 19.4289
O, 8.2177, 6.4845, 10.8983
O, 2.5841, 7.1498, 14.1161
O, -0.0504, 10.1578, 16.1976
O, 5.0089, 10.1244, 9.8068
O, 13.9357, 3.7952, 10.3875
O, -10.3575, 5.7539, 17.4003
O, 1.4762, 3.0262, 16.807
O, 0.5812, 6.8327, 19.7305
O, 3.946, 5.7939, 10.774
O, 4.5165, 8.704, 13.765
O, 12.2983, 10.9765, 11.1489
O, -10.0146, 4.8739, 14.9779
O, 4.9579, -0.6459, 16.4222
O, -6.2603, -6.9479, 15.0972
O, 2.4191, -1.5805, 15.4455
O, 5.7859, 8.8442, 18.4155
O, 9.84, 9.1838, 20.8948
O, -1.3106, 10.07, 18.4953
O, 5.8558, 15.1573, 17.8343
O, 1.7914, 2.0437, 19.1959
O, 2.6068, 3.1688, 21.3243
O, -3.107, -0.6268, 14.3938
O, 1.2457, 8.495, 17.6542
O, 7.4488, -1.449, 16.5754
O, 6.5091, 3.8384, 12.7371
O, 8.985, 4.2328, 12.0899
O, 5.832, 0.5234, 18.5412
O, 9.3824, 3.2797, 20.7356
O, -2.3385, 0.5373, 16.5332
O, 0.2712, 19.3789, 11.6771
O, 5.3712, 6.2528, 19.5056
O, 0.2782, 2.2947, 9.8012
O, 3.5048, 4.5685, 16.8284
O, 7.3371, 0.3618, 10.0723
O, 13.8192, -1.3511, 12.8918
O, 3.0389, -3.8207, 18.71
O, 8.4397, 10.0031, 11.9377
O, -3.6042, 12.6512, 12.2377
O, 8.418, -0.8414, 22.9623
O, 4.0023, 8.0891, 20.9384
O, 2.0157, 0.2608, 17.2744
O, 9.8789, 11.791, 10.6332
O, -1.9397, 8.1437, 13.1735
O, 2.463, 9.307, 10.3038
O, -16.1287, -2.6723, 13.5751
O, 0.1571, 2.1123, 21.3014
O, 5.4887, 6.1576, 13.6873
O, 0.0783, 6.7305, 13.7814

Results
free energy: -69881.451 eV
free energy less fixed offsets of As -2657.37, O -447.96, Si -113.29 eV per atom: -0.031 eV
gap between the highest filled and lowest empty level on this k mesh: 1.508 eV

The program warned: the cutoff lies below the one the program advises for these potential files; the model core charge is not resolved on the grid; the forces do not sum to zero within the program's tolerance; the exchange-correlation potential is rough where the density is thin.
